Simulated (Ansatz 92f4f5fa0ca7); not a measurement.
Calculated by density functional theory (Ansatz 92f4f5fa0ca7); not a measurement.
Periodic cell of 231 atoms, Si140O85As6, from a study of silicon, its oxide and their interface. The atomic structure is a simulated model.
Doubt: the cutoff is far below the 930 eV that the study's wrapper takes by default for these files, so forces and energies are approximate.
This geometry differs little from another in the collection (a relaxation step or a small displacement).

Settings: functional PBE; potential files Ansatz PAW; basis plane waves; wave-function cutoff 580 eV; density cutoff ratio 5; exchange-correlation grid ratio 1; k mesh 1 x 1 x 1, Gamma-centred; self-consistency stop 5e-08 eV per atom in the density residual; occupations fixed; spin none; net charge 0.

Cell vectors (angstrom)
a, 11.6015, 0, 0
b, 0, 10.938, 0
c, 0, 0, 32.7881

Atoms: element, x, y, z (angstrom)
Si, 0.0332, -0.0505, 24.2646
As, 3.9101, -0.2183, 24.027
As, 7.8657, -0.3357, 24.0356
Si, 2.0166, 1.2515, 24.3014
Si, 5.9709, 1.1011, 24.2088
Si, 9.664, 1.2893, 24.2077
Si, -0.2412, 5.443, 24.1068
Si, 3.772, 5.2976, 23.7745
Si, 7.8305, 5.5216, 23.9977
Si, 1.7955, 6.6897, 23.9741
Si, 5.7535, 6.7753, 23.7607
As, 9.635, 7.1239, 23.9873
Si, 1.9474, 2.7554, 26.0888
Si, 5.8163, 2.7196, 25.9456
Si, 9.6295, 2.7245, 26.0761
Si, -0.0375, 4.0728, 26.0379
Si, 3.8742, 4.1092, 25.9053
Si, 7.7225, 4.1374, 25.9727
Si, 1.9254, 8.0768, 25.9855
Si, 5.792, 8.0751, 25.8955
Si, 9.6684, 8.1474, 26.1366
Si, 0.0114, 9.4843, 26.1345
Si, 3.8694, 9.4647, 26.0428
Si, 7.7319, 9.4669, 26.1028
Si, 0.0058, 0.0037, 27.9846
Si, 3.8724, -0.0416, 27.9405
Si, 7.6983, -0.0229, 27.962
Si, 1.9504, 1.3493, 27.9818
Si, 5.7841, 1.3692, 27.924
Si, 9.6417, 1.331, 27.9741
Si, 0.0119, 5.4486, 27.9644
Si, 3.891, 5.4373, 27.9085
Si, 7.7205, 5.4519, 27.9484
Si, 1.9544, 6.7927, 27.9631
Si, 5.8015, 6.8237, 27.9248
Si, 9.6692, 6.7725, 28.013
Si, 1.9336, 2.7345, 29.8889
Si, 5.8008, 2.7345, 29.8889
Si, 9.6679, 2.7345, 29.8889
Si, 0, 4.1018, 29.8889
Si, 3.8672, 4.1018, 29.8889
Si, 7.7343, 4.1018, 29.8889
Si, 1.9336, 8.2035, 29.8889
Si, 5.8008, 8.2035, 29.8889
Si, 9.6679, 8.2035, 29.8889
Si, 0, 9.5708, 29.8889
Si, 3.8672, 9.5708, 29.8889
Si, 7.7343, 9.5708, 29.8889
Si, 0, 0, 31.8224
Si, 3.8672, 0, 31.8224
Si, 7.7343, 0, 31.8224
Si, 1.9336, 1.3673, 31.8224
Si, 5.8008, 1.3673, 31.8224
Si, 9.6679, 1.3673, 31.8224
Si, 0, 5.469, 31.8224
Si, 3.8672, 5.469, 31.8224
Si, 7.7343, 5.469, 31.8224
Si, 1.9336, 6.8362, 31.8224
Si, 5.8008, 6.8362, 31.8224
Si, 9.6679, 6.8362, 31.8224
Si, 1.9336, 2.7345, 0.9679
Si, 5.8008, 2.7345, 0.9679
Si, 9.6679, 2.7345, 0.9679
Si, 0, 4.1018, 0.9679
Si, 3.8672, 4.1018, 0.9679
Si, 7.7343, 4.1018, 0.9679
Si, 1.9336, 8.2035, 0.9679
Si, 5.8008, 8.2035, 0.9679
Si, 9.6679, 8.2035, 0.9679
Si, 0, 9.5708, 0.9679
Si, 3.8672, 9.5708, 0.9679
Si, 7.7343, 9.5708, 0.9679
Si, 0.0062, 0.0483, 2.8646
Si, 3.8454, 0.0399, 2.8983
Si, 7.7425, 0.0364, 2.8741
Si, 1.926, 1.4318, 2.955
Si, 5.7959, 1.387, 2.8954
Si, 9.6775, 1.4157, 2.9069
Si, 0.0322, 5.4636, 2.9825
Si, 3.8412, 5.4571, 2.9184
Si, 7.7238, 5.5279, 2.8716
Si, 1.9293, 6.8579, 2.9147
Si, 5.7637, 6.8258, 2.8742
Si, 9.6988, 6.83, 2.9297
Si, 1.9354, 2.7452, 4.9704
Si, 5.8217, 2.7766, 4.8167
Si, 9.6814, 2.9677, 4.7279
Si, 0.0492, 4.2245, 5.0713
Si, 3.8703, 4.1475, 4.9022
Si, 7.7124, 4.2444, 4.8299
Si, 1.9028, 8.2378, 4.8385
Si, 5.7519, 8.2138, 4.7744
Si, 9.6933, 8.2106, 4.8627
Si, -0.0194, 9.6539, 4.793
Si, 3.8425, 9.6179, 4.8275
Si, 7.7301, 9.4882, 4.7029
Si, -0.0889, 0.2308, 6.6299
Si, 3.8631, 0.0234, 6.8004
Si, 7.8427, -0.0238, 6.5135
As, 1.9331, 1.5066, 7.0859
Si, 5.8937, 1.314, 6.6925
Si, 9.5304, 1.5862, 6.5427
Si, 0.0314, 5.6799, 7.1185
As, 3.8509, 5.4002, 6.9917
Si, 7.7196, 5.6172, 6.8212
As, 1.9841, 7.1089, 6.9756
Si, 5.7434, 6.9298, 6.7483
Si, 9.6731, 7.0162, 6.9613
O, 6.2667, 2.3446, 7.9603
O, 11.1521, 10.1183, 7.8744
O, 7.6434, 4.6402, 8.1728
O, 9.0349, 2.3829, 7.9565
O, 9.6812, 7.9912, 8.3432
O, 3.8663, 9.9146, 8.1001
O, 0.025, 5.0935, 8.7132
O, 5.7711, 8.0183, 8.0272
O, 8.3245, 10.1703, 7.9412
O, 5.7468, 7.8843, 22.5011
O, 2.5086, 8.954, 18.5576
O, 3.6835, 4.1893, 22.4873
O, 9.5722, 2.1905, 22.8068
O, 1.984, 2.1887, 22.9295
O, -0.008, 9.881, 22.9466
O, 1.6742, 7.7588, 22.7025
O, 6.2431, 1.7338, 22.6749
O, -0.6391, 4.4906, 22.7805
Si, 7.6343, -4.3225, 16.7527
Si, 5.1121, 5.1774, 12.5199
Si, 1.3246, 13.1598, 14.7776
Si, 0.0454, 3.513, 17.2165
Si, 4.5409, 6.0329, 16.9298
Si, 2.0948, 9.8366, 11.7579
Si, -0.4652, 19.1249, 14.8411
Si, 5.6997, 8.7506, 21.116
Si, 9.7394, 9.6226, 8.5577
Si, -5.3972, -0.7623, 14.0596
Si, 5.578, 1.0712, 21.3239
Si, 10.2056, 7.0583, 12.2949
Si, -6.7035, 10.7826, 11.2287
Si, -1.9887, 3.7224, 22.2231
Si, 10.0244, 2.4648, 19.4826
Si, -2.3766, 9.6457, 13.1967
Si, -0.7621, 0.0087, 11.1349
Si, -4.8715, 12.704, 15.7808
Si, 6.4429, 2.5933, 11.2929
Si, 7.3246, 12.0131, 18.7954
Si, 13.2317, -0.8984, 19.3942
Si, 10.7534, 19.4702, 19.4886
Si, 3.9332, 8.1858, 18.6963
Si, 8.3912, 2.8391, 13.6781
Si, -0.3399, 2.7709, 12.1397
Si, 4.7223, 8.8296, 8.9872
Si, 7.7567, 8.954, 18.8928
Si, 7.6412, 3.0455, 8.5278
Si, -3.8113, 16.769, 13.7822
Si, 11.9005, 5.4054, 10.3164
Si, 1.8998, 10.1682, 14.8879
Si, 4.4793, -2.2346, 15.9249
Si, -8.598, -3.9404, 10.8859
Si, 10.485, 6.2966, 17.3302
Si, 3.0149, 13.7604, 21.8401
Si, 0.7723, 8.878, 21.9417
Si, 1.3663, 13.0437, 19.4393
Si, 4.1864, 14.6097, 15.1689
O, 0.8436, 2.3796, 13.2142
O, 7.6838, 10.0144, 13.4353
O, -8.7434, 13.701, 14.934
O, 2.0634, 10.3104, 13.2925
O, 1.3339, 11.6232, 15.353
O, -3.8018, 6.7715, 15.1213
O, -3.4026, 1.9534, 15.0447
O, 4.3796, 19.3069, 20.2431
O, 5.5031, -1.2803, 10.181
O, 3.3207, 9.7885, 15.5756
O, 11.6837, 15.0415, 11.2864
O, 4.0588, -3.8151, 15.7884
O, -7.2194, 4.6126, 13.8566
O, -0.0054, 16.0653, 17.2415
O, -0.3585, 8.1614, 21.003
O, 8.2732, 4.5561, 22.6997
O, 5.5273, 3.9214, 11.5511
O, -1.7305, 2.944, 13.0049
O, -6.0372, 13.7793, 15.4042
O, 10.0846, 10.8856, 12.5894
O, -7.6956, 6.5746, 18.3515
O, -4.633, 1.8131, 17.3904
O, 0.1025, 9.7302, 18.9007
O, 7.5586, 2.8936, 10.1425
O, 9.6301, 3.6208, 20.5873
O, 6.9511, 8.3126, 20.1624
O, 7.1674, 21.359, 18.5395
O, 8.8233, 1.387, 19.3493
O, -0.4793, 12.5491, 10.9813
O, 4.0899, 6.1608, 11.7435
O, -2.4955, 6.0027, 12.8442
O, 1.7711, 9.7638, 21.0002
O, 5.2175, -0.5, 12.7891
O, 2.0705, 0.653, 19.1404
O, 3.7338, 7.6822, 9.5975
O, 5.4786, 1.3322, 10.8941
O, -0.2452, 7.3352, 13.4458
O, 10.8743, 6.5507, 10.9046
O, 4.0645, 1.6612, 21.3709
O, 9.8298, 10.2618, 10.0542
O, 7.871, 4.2798, 14.2222
O, 1.8297, 16.9049, 10.424
O, -4.2922, 13.151, 12.6189
O, 4.8789, 8.8842, 17.5252
O, -1.3312, 3.0272, 17.9629
O, 3.2681, 10.7131, 11.0238
O, -5.175, 6.0736, 12.9178
O, -0.9052, 7.2164, 16.0287
O, 6.1372, 11.2995, 15.2249
O, 10.8133, 7.1377, 18.6711
O, -2.6759, 16.694, 17.3112
O, 12.4786, 8.9717, 15.2801
O, 5.6692, -0.57, 21.3932
O, 9.3616, 8.441, 12.0946
O, 11.4413, 1.7979, 19.9754
O, 6.1852, -5.0239, 17.0501
O, 1.3268, 13.882, 18.0446
O, 3.9356, 4.5908, 16.5041
O, 7.7011, 8.0525, 17.534
O, 9.265, -1.8023, 19.4377
O, 0.6502, 10.1276, 11.0669
O, 9.9034, 9.2363, 14.6175
O, -5.895, -2.0863, 14.8667
O, 2.1505, 3.0879, 20.4842
O, 0.2211, 3.0354, 15.6716
O, 2.385, 8.2314, 11.7519
O, 6.2808, 1.579, 19.9503

Results
free energy: -166479.301 eV
free energy less fixed offsets of As -4856.12, O -568.88, Si -635.61 eV per atom: -2.381 eV

Forces (eV/angstrom), in the order of the atoms: element, x, y, z
Si, 0.0065, 0.0195, 0.003
As, -0.0034, 0.0101, -0.011
As, 0.007, 0.0096, -0.0209
Si, -0.0095, -0.0068, 0.0019
Si, -0.011, -0.0061, 0.0031
Si, -0.0009, -0.01, -0.0037
Si, 0.0044, 0.0166, 0.0053
Si, 0.0049, 0.0218, 0.0074
Si, -0.0031, 0.0379, 0.001
Si, 0.0113, -0.0311, 0.0069
Si, -0.0068, -0.0283, 0.0154
As, -0.0089, -0.0137, -0.0085
Si, -0.0366, 0.0059, -0.014
Si, 0.0207, 0.0101, -0.011
Si, 0.0092, 0.0005, -0.0139
Si, 0.0231, -0.021, -0.0119
Si, 0.0148, 0.0063, -0.0243
Si, -0.0323, -0.0149, -0.0074
Si, 0.0192, 0.0101, -0.0167
Si, -0.014, 0.0008, -0.0234
Si, 0.0038, 0.0113, -0.0059
Si, -0.0147, -0.0046, -0.0046
Si, -0.0058, -0.0239, -0.0169
Si, 0.0196, -0.0169, -0.0016
Si, 0.0043, 0.003, 0.0023
Si, 0.0033, 0.0115, 0.0109
Si, -0.0021, 0.0138, 0.0052
Si, -0.0046, -0.0028, 0.0029
Si, -0.0035, 0.0019, 0.0036
Si, 0.0004, 0.0027, 0.0048
Si, -0.003, 0.0079, 0.0013
Si, -0.0014, 0.0043, -0.007
Si, 0.0054, 0.006, -0.0031
Si, -0.0051, -0.0095, 0.0024
Si, 0.0039, -0.011, -0.002
Si, 0.0019, -0.0096, -0.0078
Si, 0.0464, -0.0227, 0.1889
Si, -0.0394, -0.0679, -0.09
Si, -0.0422, -0.0836, 0.0408
Si, 0.0463, -0.209, 0.0251
Si, 0.047, -0.0842, -0.2196
Si, -0.0618, -0.1122, -0.0736
Si, 0.0594, -0.031, -0.1124
Si, -0.0173, -0.0114, -0.2123
Si, -0.0087, 0.0454, 0.078
Si, -0.0033, -0.0385, 0.1728
Si, 0.0315, -0.071, 0.0986
Si, -0.0729, -0.0576, 0.1265
Si, 0.0128, -0.0453, 0.0053
Si, -0.0084, 0.0323, 0.0219
Si, -0.0041, -0.0279, -0.0101
Si, 0.0068, -0.0727, 0.0418
Si, -0.0104, -0.066, -0.0344
Si, 0.0059, -0.0141, 0.0077
Si, 0.0007, 0.1263, 0.0756
Si, 0.0094, 0.1138, -0.0075
Si, -0.0166, 0.0422, 0.0146
Si, -0.0089, -0.0325, -0.0187
Si, -0.0015, -0.0589, -0.0772
Si, 0.0038, -0.0151, 0.0268
Si, 0.0018, 0.1047, 0.0951
Si, -0.0085, 0.1068, -0.0991
Si, 0.0047, 0.1115, -0.139
Si, 0.0537, 0.0072, 0.425
Si, -0.0892, -0.0646, 0.0517
Si, 0.0234, 0.0198, 0.038
Si, 0.0108, 0.0671, 0.0507
Si, -0.1051, 0.123, -0.0462
Si, 0.0869, -0.0211, 0.245
Si, 0.004, 0.1162, -0.1187
Si, -0.0414, 0.1194, 0.0187
Si, 0.0358, 0.0811, -0.0605
Si, -0.0033, 0.0035, 0.0031
Si, 0.0038, 0.0002, 0.0047
Si, 0.0097, 0.0065, -0.0002
Si, -0.0013, -0.006, -0.0025
Si, -0.0018, -0.0048, 0.0035
Si, -0.0042, -0.0078, 0.0019
Si, 0.0065, -0.0032, 0.0043
Si, -0.0025, 0.0038, -0.0011
Si, -0.0021, 0.0049, -0.009
Si, 0.002, -0.0019, -0.0061
Si, -0.0047, -0.0003, 0.0004
Si, -0.002, -0.0023, -0.0062
Si, 0.0035, 0.0105, 0.0081
Si, -0.0075, 0.0031, 0.0039
Si, 0.0264, 0.0074, 0.018
Si, -0.0276, -0.0012, 0.0046
Si, 0.0021, -0.0117, -0.0081
Si, 0.0007, -0.0046, 0.0221
Si, -0.0011, 0.0098, -0.0005
Si, 0.0229, 0.0118, 0.0032
Si, 0.0025, 0.0079, 0.0122
Si, 0.0103, -0.0071, 0.0029
Si, 0.0022, -0.001, 0.0051
Si, -0.0284, -0.0044, 0.028
Si, -0.0028, 0.0046, -0.0039
Si, -0.0108, 0.0115, -0.005
Si, 0.0311, -0.0102, -0.0307
As, 0.0107, -0.008, 0.0007
Si, 0.0104, 0.0022, -0.0002
Si, -0.0304, -0.0051, -0.016
Si, 0.01, 0.0085, -0.0284
As, -0.0056, 0.0159, 0.0061
Si, 0.0139, 0.0167, -0.0058
As, 0.0005, -0.0155, 0.0059
Si, 0.0097, -0.0058, -0.0064
Si, -0.0164, -0.0205, -0.0059
O, 0.0081, 0.0058, 0.0029
O, 0.003, 0.0017, -0.0086
O, -0.0036, -0.017, 0.0064
O, -0.0108, 0.0102, 0.0207
O, 0.0042, 0.0137, -0.0029
O, 0.005, -0.0088, 0.0011
O, 0.0003, -0.0069, 0.0427
O, -0.0088, 0.0125, 0.0094
O, -0.005, -0.0002, 0.0066
O, 0.0009, 0.0286, -0.031
O, -0.002, 0.0008, -0.003
O, -0.0094, -0.0292, -0.0218
O, 0.004, -0.0011, -0.0018
O, -0.0007, 0.0015, -0.0093
O, 0.0017, -0.0114, -0.0183
O, -0.0109, 0.0284, -0.0242
O, 0.0047, 0.0051, -0.0138
O, -0.0087, -0.0087, -0.0164
Si, 0.0027, 0.0009, -0.0073
Si, -0.0015, 0.0006, 0.0024
Si, 0.0007, 0.0009, -0.0074
Si, 0.0009, -0.0026, -0.0072
Si, 0.0015, -0.003, -0.0057
Si, -0.0009, -0.0018, 0.0042
Si, 0.0018, -0.0026, -0.0035
Si, 0.0033, -0.0058, 0.0261
Si, -0.0067, -0.0143, 0.005
Si, -0.0038, 0.0018, -0.0053
Si, -0.0083, -0.0033, 0.0039
Si, 0.0047, -0.0025, -0.001
Si, 0.0064, -0.0073, 0.0059
Si, -0.0062, 0.0047, 0.0023
Si, -0.0075, 0.0093, 0.002
Si, -0.0002, -0.0003, -0.0006
Si, -0.0034, -0.0008, -0.0021
Si, -0.0007, -0.0015, 0.0001
Si, 0.0076, 0.0002, 0.0004
Si, -0.0067, 0.0007, 0.0022
Si, 0.0081, 0.0007, -0.0036
Si, -0.0034, 0.0001, -0.0032
Si, 0.0048, 0.002, -0.0004
Si, 0.0025, 0.0025, -0.0031
Si, 0.0018, 0.0033, 0
Si, 0.0046, -0.0105, 0.0005
Si, -0.0079, 0.0002, -0.0024
Si, 0.0049, 0.0083, -0.0031
Si, 0.0017, -0.0016, -0.0012
Si, -0.0101, -0.0065, -0.012
Si, -0.0012, 0.0003, -0.0071
Si, 0.002, 0.0018, -0.0021
Si, 0.0008, -0.0025, -0.0025
Si, -0.0012, -0.0007, -0.0078
Si, 0.022, 0.0162, 0.0126
Si, 0.0071, -0.0071, 0.0105
Si, 0.0109, 0.0051, -0.0038
Si, -0.0014, -0.0011, -0.0079
O, 0.0034, -0.0017, 0.0008
O, -0.0025, 0.0016, -0.004
O, 0.0019, 0.0012, -0.0035
O, -0.001, 0.0009, 0.0072
O, 0.002, -0.0019, -0.0038
O, 0.0016, -0.0005, -0.0017
O, 0.0004, -0.0021, -0.0026
O, -0.0051, -0.0018, -0.0119
O, -0.003, 0.009, -0.0016
O, -0.0033, -0.0008, -0.0027
O, 0.0007, -0.0056, -0.0025
O, 0.001, -0.0014, -0.0011
O, 0.0019, -0.0051, -0.0011
O, 0.0005, 0.0002, -0.0007
O, 0.0005, 0.0062, -0.008
O, 0.0151, -0.0216, -0.0269
O, -0.0036, 0.0078, -0.0039
O, -0.0051, 0.0005, -0.0048
O, -0.002, 0.0005, -0.0041
O, -0.0025, -0.0016, -0.0008
O, 0.0001, -0.0037, -0.0026
O, 0.0002, 0.0004, -0.0074
O, -0.0039, -0.0013, -0.0021
O, -0.0071, -0.0046, 0.001
O, 0.0044, -0.0045, -0.0166
O, 0.0081, 0.0001, -0.0094
O, 0.0029, -0.0009, -0.002
O, 0.0011, -0.0028, -0.0005
O, 0.0013, 0.0003, -0.0069
O, 0.0032, -0.0053, -0.0067
O, -0.0044, -0.001, -0.0051
O, -0.0048, -0.0008, -0.0101
O, 0.0077, -0.0022, 0.0045
O, -0.0031, -0.0021, -0.0027
O, -0.0017, -0.0022, -0.0035
O, -0.0009, 0.0004, -0.011
O, -0.0012, 0.0032, -0.0028
O, 0.0003, 0.0021, -0.0025
O, 0.0024, -0.0022, -0.0039
O, 0.0052, 0.0087, 0.0011
O, 0.0011, 0.0013, -0.0033
O, 0.0037, 0.0058, -0.0036
O, 0.0028, -0.0012, 0.0005
O, -0.0001, -0.0013, -0.0059
O, 0.0037, 0.0008, -0.0028
O, -0.0052, -0.0003, -0.0092
O, -0.0025, -0.0043, -0.0049
O, 0.0005, 0.0001, -0.0024
O, 0.0019, 0.0006, -0.0025
O, -0.0009, 0, -0.0021
O, -0.0019, 0.0017, 0.0006
O, 0.0033, 0.0034, -0.0076
O, -0.0002, 0.0027, -0.0041
O, 0, 0.0004, -0.0056
O, 0.0003, -0.0013, -0.0015
O, -0.0054, 0.0026, -0.0016
O, -0.0049, 0.001, -0.0032
O, 0.0027, -0.0014, -0.0023
O, 0.001, -0.0028, -0.0047
O, 0.0083, -0.0045, 0.0029
O, 0.0074, -0.0005, -0.0079
O, 0.0003, -0.0022, -0.0027
O, 0.0004, 0.001, -0.0019
O, -0.0102, -0.0058, -0.0173
O, 0.0012, -0.001, -0.0018
O, -0.0033, 0.0059, -0.0043
O, 0.0096, 0.0013, -0.0138

The program warned: the cutoff lies below the one the program advises for these potential files; the forces do not sum to zero within the program's tolerance; the exchange-correlation potential is rough where the density is thin.
